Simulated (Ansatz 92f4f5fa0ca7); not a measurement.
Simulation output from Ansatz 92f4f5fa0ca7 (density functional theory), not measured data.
Periodic cell of 256 atoms, Si144O112, from a study of silicon, its oxide and their interface. The atomic structure is a simulated model.
This geometry differs little from another in the collection (a relaxation step or a small displacement).

Settings
functional: r2SCAN
potential files: Ansatz PAW
basis: plane waves
wave-function cutoff: 800 eV
density cutoff ratio: 5
exchange-correlation grid ratio: 1
k mesh: 1 x 1 x 1, shifted by 0.5 0.5 0 of a step
self-consistency stop: 1e-10 eV per atom in the density residual
occupations: fixed
spin: none
net charge: 0

Cell vectors (angstrom)
a 10.88 0 0
b 0 10.88 0
c -1.9305 -5.236 35.9167

Atoms: element, x, y, z (angstrom)
Si 1.634 -1.6098 0.0617
Si 4.3464 1.0439 0.2416
Si 1.0641 4.4153 -0.0612
Si 3.8415 -3.8317 0.0208
Si -4.3211 -1.1655 0.1477
Si -1.6579 1.7044 0.0283
Si 6.9841 3.8864 0.2451
Si -1.1968 -4.2699 0.1147
Si 2.7428 -0.09 1.4724
Si 5.4284 2.6935 1.4829
Si 2.6796 -5.4135 1.3102
Si 5.3889 -2.7255 1.4253
Si -2.6953 0.0215 1.3386
Si 0.0179 2.7564 1.281
Si 8.1708 5.4545 1.4796
Si 0.0275 -2.724 1.3718
Si 1.3481 1.3667 2.6691
Si 4.03 4.1019 2.7047
Si 1.359 -4.0895 2.7657
Si 4.0725 -1.411 2.8621
Si 6.8239 1.3289 2.7972
Si 9.5657 4.0689 2.7701
Si 6.7751 6.8108 2.7559
Si -1.3418 -1.3423 2.691
Si 0.0036 0.0133 4.0581
Si 2.6955 2.7191 4.0547
Si 0.0113 5.433 4.1287
Si 2.702 -2.7594 4.1662
Si 5.4518 -0.018 4.1495
Si 8.1836 2.7127 4.1162
Si 5.4131 5.4343 4.0799
Si 8.1635 -2.6997 4.0668
Si 1.3513 -1.4228 10.8547
Si 4.1152 1.3346 10.8405
Si 1.3285 4.0945 10.8628
Si 4.0568 -4.0372 10.8785
Si 6.8008 -1.3144 10.908
Si -1.4142 1.3422 10.8979
Si 6.8271 4.0516 10.8338
Si -1.3275 6.7955 10.8287
Si 2.7587 -0.0746 12.1348
Si 5.504 2.6721 12.1874
Si 2.6549 5.5021 12.2056
Si 5.4254 -2.6645 12.2388
Si -2.7303 -0.0033 12.3505
Si -0.0449 2.7174 12.1998
Si 8.1944 5.4382 12.1399
Si 0.0064 -2.7789 12.2552
Si 1.3362 1.2665 13.3932
Si 4.0797 4.1077 13.3665
Si 1.3559 -4.09 13.7228
Si 4.0677 -1.3524 13.652
Si -4.0792 1.3715 13.744
Si -1.345 4.1239 13.5688
Si 6.8232 -4.0669 13.4609
Si -1.3725 -1.4558 13.6455
Si 0.2917 -0.2885 14.7989
Si 2.8556 2.5567 14.5398
Si -0.2665 -5.2445 15.0195
Si 2.5219 -2.48 15.0256
Si 5.0515 0.3268 14.9817
Si -3.0051 3.1587 14.8753
Si 5.5761 5.3061 14.6843
Si -2.5585 -3.0639 14.9542
Si -0.4253 3.2667 -4.8624
Si 4.2215 -3.1558 24.3638
Si 7.8375 -3.0244 -2.1059
Si 2.2573 -3.2846 -3.8124
Si 1.4206 -4.0037 -6.7486
Si 7.6143 -0.8927 -7.0106
Si -0.228 -1.7214 21.4714
Si -2.3581 2.1109 20.4116
Si 4.3016 2.6991 -6.9478
Si -0.4798 2.833 -9.2447
Si 2.8484 -4.7389 -9.1159
Si 5.0841 0.998 17.791
Si 1.0141 -0.549 -2.8332
Si -1.0965 0.0516 17.4362
Si 7.7286 2.2527 17.62
Si 1.5531 4.7896 -3.0353
Si 4.2399 3.6653 -4.0721
Si -2.6308 0.6105 -9.6954
Si 1.6076 -2.5194 -10.6338
Si 5.6935 -5.2658 -2.0884
Si -1.4751 1.0349 -3.0027
Si 0.2639 0.9768 20.088
Si 1.2234 -4.1075 20.7575
Si 2.333 3.5249 23.8999
Si 1.7418 -4.5701 23.6035
Si 2.067 -1.1415 -7.9566
Si 1.6306 4.2691 16.9197
Si 1.2988 1.701 -6.9305
Si 7.664 -0.9667 -4.0398
Si -1.1326 5.1061 -7.2738
Si 4.5438 -1.3906 -3.9517
Si -0.8604 -3.054 24.0766
Si -1.3647 -2.1908 -10.6596
Si 5.7434 -2.366 21.9206
Si 2.6243 2.3737 19.0016
Si 3.8792 -4.366 17.0567
Si 4.1508 -4.2331 20.0526
Si 4.8346 4.167 -9.6253
Si 6.7882 -0.4261 19.8989
Si 6.7508 3.4494 22.5621
Si 4.6658 -0.3622 -6.7652
Si 4.0661 3.8578 21.287
Si -2.7018 -2.3768 17.819
Si 5.5425 -3.8777 -9.8384
Si -2.6452 -3.4839 -8.3304
Si 3.5112 1.0449 -2.6088
Si -1.4782 -3.9137 19.8939
Si 7.9512 -4.5866 22.3322
Si 1.3414 -1.3465 5.4543
Si 4.0614 1.3744 5.4391
Si 1.3687 4.0567 5.4566
Si 4.0857 6.769 5.4816
Si 6.8187 -1.3786 5.4729
Si -1.342 1.3449 5.4519
Si 6.7886 4.0831 5.4359
Si 9.5051 6.809 5.4429
Si 2.7088 0.0129 6.8091
Si 5.4263 2.7294 6.7965
Si 2.7288 5.4053 6.8117
Si 5.4496 -2.7397 6.8181
Si -2.7031 -0.0089 6.8036
Si 0.0123 2.6994 6.8096
Si 8.1386 5.4487 6.8037
Si -0.0201 -2.7102 6.8057
Si 1.3536 1.354 8.1969
Si 4.0804 4.0754 8.1855
Si 1.3596 6.7832 8.119
Si 4.0816 -1.3608 8.1392
Si 6.798 1.3546 8.119
Si -1.3669 4.0638 8.1261
Si 6.7965 -4.0792 8.1978
Si -1.3669 -1.356 8.1811
Si -0.0147 -0.0112 9.5557
Si 2.7228 2.7193 9.5433
Si -0.0054 5.4286 9.4643
Si 2.7107 -2.7328 9.4687
Si 5.4599 -0.0049 9.4811
Si 8.1585 2.6953 9.4767
Si 5.4272 5.4413 9.5502
Si 8.1555 -2.699 9.5478
O 6.9961 0.9749 -10.6922
O -1.4209 -4.1534 15.4213
O 3.9588 1.5303 15.1462
O 5.2383 -0.0817 16.5691
O -0.1281 -5.3927 -0.3895
O 2.7524 -2.6971 -0.4814
O -0.6863 -1.863 23.0004
O 3.8338 -2.8418 -3.7377
O 2.7575 5.3736 17.1983
O 6.6668 4.2087 15.1601
O 7.5377 -2.6218 16.34
O 2.0474 3.3043 15.7114
O 4.6915 -2.9389 20.831
O -1.4001 2.3454 -3.9516
O 5.5079 0.012 -0.2814
O 4.4815 -4.4958 -1.3337
O 8.0595 2.7976 -0.3082
O 0.2716 2.0293 -8.1014
O 7.0651 -1.9156 -1.2098
O 7.9364 0.3481 -3.1225
O 3.3176 4.7525 -9.8203
O -1.8543 -4.2052 23.4863
O -2.4152 2.9958 16.3959
O 4.561 5.373 20.9654
O 0.6699 2.2626 -5.5455
O 6.3225 4.5563 -1.0647
O 1.4793 -2.4942 -7.3092
O 1.4413 0.0867 -7.088
O -1.1102 1.3396 -1.4616
O 7.9517 2.7802 21.7386
O 1.4059 -1.3348 15.4168
O 0.2635 5.0023 16.4437
O -0.7962 4.3073 -8.6563
O 7.0483 5.0298 22.7203
O 3.1715 -3.0328 16.4332
O 1.8008 1.4434 20.0333
O -1.7877 3.3905 24.6655
O 4.2753 2.1475 -3.5018
O 8.0141 0.5697 20.274
O 4.6185 -4.1637 18.4912
O 1.787 -1.3016 -9.556
O 2.7128 2.4538 -7.1601
O 2.7411 4.2095 -3.945
O 5.3785 3.0971 21.8109
O -0.7463 2.161 20.5029
O -2.4974 -2.2791 -7.2794
O 0.795 3.0168 24.0926
O 3.6614 -0.919 -7.8877
O 8.1049 -0.4772 -5.5265
O 2.213 5.0341 24.4762
O 1.5876 4.0558 -1.5809
O 1.1322 -2.5516 21.2004
O 6.8098 -4.1931 -2.5509
O -1.3708 -2.4015 20.5263
O 1.541 3.3074 18.2194
O 1.9565 -3.9398 -5.2504
O 1.4417 -1.9071 -3.5998
O -1.7942 1.9931 -9.6636
O 2.5547 -4.2989 19.9192
O -0.4011 0.4909 16.0506
O 0.4772 2.8996 -10.5372
O 3.1415 -3.8058 23.347
O 7.8655 0.227 -8.1615
O -1.3393 -1.538 17.5245
O 0.5909 -3.7317 24.3758
O 5.2058 4.7405 -3.3557
O 6.7962 -3.2827 -9.0434
O 0.027 -4.4815 19.7348
O 4.2202 -0.4063 -2.7189
O -0.1004 0.4746 18.6055
O -0.3994 -0.0921 -3.4532
O 7.2168 -1.6056 18.8648
O 4.0068 -0.7023 -5.3224
O -1.2519 4.0452 -6.0437
O 2.8726 3.6355 22.3664
O 4.9724 1.2222 -6.9013
O 3.6205 3.2851 19.8599
O 1.6647 -3.9785 -9.9113
O 5.5666 0.3633 19.1914
O 4.1402 -3.7446 -9.0321
O 3.5719 1.5855 -1.092
O 1.9852 0.7433 -3.0705
O 4.6392 3.5432 -5.6227
O -2.4437 -2.2593 -3.4118
O 4.9435 3.5941 -8.1261
O -0.0512 -4.6428 -6.8616
O 5.1317 -2.2138 23.41
O -1.7988 -0.6736 -10.2522
O 0.965 -0.8896 -1.2458
O -1.8256 -3.6418 -1.2531
O 3.3881 2.585 24.6925
O 6.1373 -1.4855 -4.0588
O -2.2739 -3.7885 18.4985
O 7.0088 -3.3276 22.0698
O -2.4837 -4.9225 -7.6061
O -2.5602 0.7371 17.5457
O 4.9983 -4.8511 16.0113
O 1.1616 -4.9754 22.1291
O 5.2349 2.9616 -10.5819
O 6.0314 -1.1729 -6.9712
O 0.224 4.3955 -3.8858
O 8.0674 2.8988 19.0599
O 1.7818 -4.4827 -2.8128
O 0.0676 -0.1891 21.1679
O -2.2083 -4.9146 20.9222
O -1.4842 -3.2373 -9.4358
O 2.3744 -5.0033 -7.6017
O 6.6352 2.8975 24.0694
O 5.8217 5.407 -9.993
O 6.2577 -0.9666 21.322
O 6.118 2.211 17.4234
O 3.5598 1.521 17.9816

Results
free energy: -155993.050 eV
free energy less fixed offsets of O -570.45, Si -639.56 eV per atom: -6.010 eV

Forces (eV/angstrom), in the order of the atoms: element, x, y, z
Si -0.0053 0.0106 -0.0556
Si -0.0092 0.0037 -0.0519
Si 0.008 -0.0036 -0.0587
Si 0.0048 -0.0043 -0.0477
Si 0.004 -0.0068 -0.048
Si 0.0089 -0.0053 -0.0549
Si -0.0055 0.0072 -0.0435
Si -0.0044 0.0039 -0.0437
Si 0.0002 -0.0006 0.0021
Si 0.0008 -0.0006 0.0018
Si 0.0001 0.0005 0.0019
Si -0.0008 -0.0002 0.0022
Si -0.0008 0.0016 0.0036
Si -0.0005 0.0013 0.0014
Si 0.002 0.0005 0.0018
Si 0.0016 0.0007 0.0032
Si 0.0002 0.0002 -0.0007
Si -0.0006 0.001 0.0001
Si 0.0007 -0.0002 -0.0005
Si 0.001 -0.0001 0.0001
Si 0.0011 -0.0003 0.0015
Si 0.0014 -0.0008 -0.0003
Si 0.0001 0.0009 -0.0007
Si -0.0003 0.0002 0.0007
Si 0.0008 -0.0001 0.0001
Si 0.0004 0.0001 0
Si 0.0005 0.0009 0.0012
Si -0.0004 -0.0002 -0.0004
Si 0.001 0.0007 0.0005
Si -0.0003 0.0002 0.0008
Si 0.0006 -0.0001 -0.0009
Si 0.0011 -0.0001 -0.0003
Si 0.001 -0.0001 0
Si -0.0002 -0.0019 -0.0001
Si -0.0006 0.0005 0.001
Si -0.0006 -0.0002 0.0004
Si -0.0005 -0.0005 -0.0002
Si -0.0004 0.0009 -0.0004
Si 0.0012 -0.0009 -0.0002
Si 0.0004 -0.0006 -0.0011
Si -0.0006 0.0003 -0.0018
Si -0.0006 0.0006 -0.0004
Si 0.0006 0.0005 -0.0008
Si 0.0005 0.0009 -0.0018
Si -0.0003 -0.0004 -0.0015
Si -0.0001 -0.0004 -0.0007
Si -0.0001 0.0008 -0.0015
Si 0.0011 -0.0017 -0.0019
Si -0.0001 0.0014 -0.0007
Si -0.0012 0.0006 0.003
Si 0.0009 -0.0011 0.0052
Si 0.0011 -0.0019 0.0025
Si 0.002 -0.0017 0.005
Si 0.001 -0.0012 0.001
Si -0.0015 -0.0003 0.0013
Si -0.001 -0.0001 0.0045
Si 0.0079 -0.0095 -0.0399
Si 0.004 -0.0035 -0.0325
Si -0.003 0.0042 -0.0423
Si -0.0059 0.0034 -0.0403
Si 0.0008 -0.0009 -0.0475
Si -0.0034 0.0016 -0.0444
Si 0.0036 -0.0061 -0.0312
Si 0.0089 -0.004 -0.0466
Si 0.0055 0.0027 -0.1269
Si 0.0104 0.0068 -0.1223
Si -0.0015 0.0122 -0.0953
Si 0.0004 -0.0159 -0.1085
Si -0.0072 -0.0012 -0.1316
Si 0.0083 -0.0037 -0.1352
Si -0.0011 0.0149 -0.1009
Si 0.0069 -0.0134 -0.1056
Si 0.0044 0.0033 -0.1263
Si 0.005 -0.0126 -0.1307
Si 0.0123 0.0127 -0.0946
Si 0.0056 -0.0085 -0.0931
Si 0.0029 -0.0021 -0.1007
Si 0.0022 0.0011 -0.0925
Si 0.001 0.005 -0.0954
Si -0.0083 0.0089 -0.116
Si -0.0017 -0.0129 -0.1163
Si -0.004 0.0037 -0.1203
Si 0.001 0.0016 -0.1063
Si -0.0039 -0.0071 -0.095
Si -0.0119 0.0067 -0.1097
Si 0.0019 0.005 -0.0941
Si 0.0017 0.0067 -0.1021
Si 0.0156 0.0303 -0.116
Si -0.0113 -0.0011 -0.0996
Si -0.0078 -0.0094 -0.1101
Si -0.0091 0.0057 -0.0922
Si -0.0065 -0.0124 -0.1166
Si -0.0088 0.0181 -0.1183
Si -0.0101 0.0149 -0.1104
Si -0.0008 0.0069 -0.1075
Si 0.0092 -0.006 -0.1282
Si -0.0127 0.0021 -0.1182
Si 0.0068 0.0199 -0.1164
Si -0.013 -0.0072 -0.0968
Si -0.0061 0.0043 -0.1066
Si 0.002 -0.0036 -0.1132
Si 0.0151 -0.0084 -0.1148
Si -0.0042 0.0094 -0.1025
Si 0.0073 -0.0071 -0.1205
Si 0.0074 0.0023 -0.1117
Si 0.0061 0.0063 -0.1165
Si -0.003 0.0079 -0.1062
Si -0.0074 0.0142 -0.0944
Si -0.0018 0.0063 -0.1047
Si 0.0088 -0.0068 -0.102
Si -0.0085 0.011 -0.0972
Si -0.0021 0.0036 -0.1027
Si -0.0004 -0.0001 0.0007
Si -0.0005 0.0004 0.0001
Si 0.0006 0.0004 0.0007
Si 0.0001 -0.0001 0.0007
Si 0.0011 0.0002 0.0012
Si 0.0006 -0.0003 0.0006
Si -0.0005 0.0001 -0.0001
Si 0 0 0.0001
Si 0.0002 -0.0005 0.0001
Si 0.0004 -0.0005 0
Si -0.0003 0.0003 0.0002
Si 0.0002 -0.0003 0.0006
Si 0.0001 -0.0004 0.0005
Si 0.0002 0 0.0001
Si 0.0004 -0.0005 0.0001
Si 0.0002 -0.0007 0.0003
Si 0.0002 -0.0005 -0.0001
Si 0.0004 -0.001 0
Si 0.0001 -0.0006 -0.0001
Si -0.0002 -0.0003 0.0005
Si 0.0001 -0.0007 0.0003
Si -0.0001 -0.0005 0.0002
Si 0.0001 -0.0004 0.0002
Si 0.0005 -0.0004 0.0002
Si 0.0004 -0.0003 -0.0003
Si 0.0003 0 -0.0002
Si -0.0001 -0.0006 -0.0007
Si 0.0006 -0.0008 -0.0006
Si -0.0004 -0.0005 -0.0006
Si 0.0005 -0.0005 -0.0006
Si 0.0009 0.0005 0.0001
Si 0.0004 -0.0003 -0.0001
O 0.0258 -0.0161 0.0598
O -0.0023 0.0031 0.0266
O 0.0032 -0.0015 0.0276
O -0.0019 0.0127 0.0629
O -0.0055 0.0046 0.0279
O 0.0015 -0.001 0.0289
O -0.0101 -0.0198 0.0785
O 0.0003 -0.0032 0.0342
O 0.0087 -0.0021 0.0233
O 0.001 -0.0014 0.0204
O 0.0001 0.0071 0.0662
O -0.0092 0.0201 0.0541
O 0.0117 0.0134 0.0522
O -0.0128 -0.0281 0.0588
O 0.0035 -0.0004 0.0248
O -0.0151 0.0158 0.0515
O -0.0041 0.0029 0.0233
O 0.0317 -0.0121 0.0757
O -0.0138 0.0172 0.0588
O 0.0118 0.0103 0.0425
O -0.0028 0.0065 0.0385
O 0.0199 0.0131 0.0566
O -0.0021 -0.0116 0.0579
O -0.0032 -0.0152 0.042
O -0.022 0.0207 0.0679
O 0.0172 -0.0181 0.0533
O -0.0023 -0.0205 0.0517
O -0.0006 0.0187 0.0406
O -0.0002 0.0117 0.0852
O -0.0278 0.0237 0.0692
O -0.0009 0.0025 0.019
O 0.0184 -0.0114 0.0421
O -0.0059 0.0257 0.0598
O -0.0034 -0.0049 0.0425
O 0.0146 -0.0192 0.0455
O -0.0089 -0.0067 0.0385
O 0.0126 -0.0023 0.0432
O -0.0085 -0.0189 0.0477
O 0.0049 0.0067 0.0339
O 0.0039 0.0015 0.085
O 0.0079 0.0202 0.0812
O 0.0064 0.0019 0.0383
O -0.008 0.0068 0.0423
O 0.0149 0 0.0455
O 0.0002 0.0019 0.0339
O -0.0066 0.0269 0.0537
O -0.0252 -0.0068 0.0545
O 0.0209 0.0112 0.051
O 0.0034 0.0016 0.0968
O -0.0002 -0.0118 0.0367
O -0.0059 -0.0084 0.0851
O 0.0018 -0.0026 0.0333
O 0.0002 -0.0021 0.033
O 0.012 0.0102 0.04
O 0.0117 -0.0195 0.052
O 0.0187 0.012 0.0982
O -0.0092 0.0237 0.0452
O 0.0103 0.0085 0.0422
O -0.0124 0.0067 0.0461
O -0.0204 0.003 0.0591
O -0.0289 0.0168 0.087
O 0.0114 0.0076 0.048
O -0.0147 -0.0255 0.085
O -0.0052 -0.0053 0.0383
O -0.005 0.0035 0.0387
O 0.0212 0.0293 0.059
O 0.0256 0.0047 0.0471
O 0.0102 0.0046 0.0373
O -0.0074 0.0207 0.0493
O 0.0156 0.0115 0.0651
O 0.0072 -0.0011 0.0349
O -0.012 0.0132 0.0519
O -0.0023 -0.0183 0.0879
O 0.0109 -0.0289 0.0747
O -0.0305 -0.0064 0.0842
O 0.0014 -0.0045 0.0361
O 0.0195 0.0226 0.068
O 0.0082 -0.019 0.0519
O 0.0159 -0.0154 0.0519
O -0.0154 -0.0037 0.0389
O 0.0126 0.0031 0.0752
O 0.0005 -0.0016 0.0318
O 0.0014 0.0182 0.0914
O 0.0012 -0.025 0.0582
O -0.0109 -0.0288 0.0835
O 0.011 0.0042 0.0384
O -0.0234 -0.0124 0.0757
O -0.0085 0.0194 0.0493
O 0.0076 -0.0168 0.0783
O 0.0197 -0.0143 0.0507
O 0.0136 -0.0286 0.0652
O 0.0061 -0.0047 0.0407
O 0.0164 -0.0158 0.0564
O 0.0064 -0.0093 0.0313
O 0.0122 -0.0172 0.0408
O -0.0023 -0.0004 0.03
O -0.0143 0.0132 0.0461
O 0.0075 -0.0064 0.0756
O -0.0196 0.0375 0.0634
O -0.0109 0.0051 0.0418
O 0.0234 0.0178 0.0617
O 0.0073 -0.0003 0.0676
O -0.0029 -0.0113 0.0494
O -0.0044 -0.0237 0.041
O -0.0178 -0.0078 0.0598
O -0.0155 -0.0206 0.0663
O -0.0178 0.0078 0.0707
O 0.0155 -0.0005 0.0846
O -0.0031 0.001 0.0326
O -0.0148 -0.0247 0.0557
O -0.0021 -0.0035 0.0348
O -0.0144 0.012 0.0414

The program warned: the cutoff lies below the one the program advises for these potential files; the forces do not sum to zero within the program's tolerance; empty levels may hold ghost states of the PAW files; the exchange-correlation potential is rough where the density is thin.
